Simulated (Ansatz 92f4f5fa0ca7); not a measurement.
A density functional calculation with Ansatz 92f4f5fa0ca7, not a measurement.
Periodic cell of 220 atoms, Si132O88, from a study of silicon, its oxide and their interface. The atomic structure is a simulated model.
This geometry differs little from another in the collection (a relaxation step or a small displacement).

Settings: functional r2SCAN; potential files Ansatz PAW; basis plane waves; wave-function cutoff 800 eV; density cutoff ratio 5; exchange-correlation grid ratio 1; k mesh 1 x 1 x 1, shifted by 0.5 0.5 0 of a step; self-consistency stop 1e-10 eV per atom in the density residual; occupations fixed; spin none; net charge 0.

Cell vectors (angstrom)
a 10.88 0 0
b 0 10.88 0
c 0 0 31.822

Atoms: element, x, y, z (angstrom)
Si 1.452 1.4303 -0.7162
Si 2.9666 3.2203 -0.6149
Si -0.3079 5.6899 -0.436
Si 5.2772 10.3642 -0.3067
Si 6.4817 -2.4 -1.188
Si 7.0721 3.0633 -0.2538
Si 5.6824 4.9601 0.1004
Si 9.3894 8.3444 -1.3768
Si 0.8195 0.8076 1.4227
Si 3.9545 4.0335 1.3285
Si 1.6844 7.19 1.4613
Si 3.9085 9.3446 1.3619
Si 6.4792 1.1304 1.0077
Si 9.5941 4.2269 1.2094
Si 6.6151 6.6913 1.3732
Si 10.0222 9.939 1.3411
Si -0.0062 2.7411 2.5548
Si 2.6686 -0.0108 2.6605
Si 0.0757 8.2892 2.7438
Si 2.7465 5.4954 2.6794
Si 5.3462 2.5857 2.5531
Si 8.1418 0.0674 2.4041
Si 5.3756 8.1256 2.7471
Si 8.2279 5.5292 2.6272
Si 1.3718 4.0894 3.9428
Si 4.0361 1.3545 4.0104
Si 1.409 9.5641 4.1405
Si 4.0719 6.7808 4.1202
Si 6.7904 4.044 3.8614
Si 9.4397 1.4228 3.9085
Si 6.8564 9.5549 3.8806
Si 9.5743 6.862 3.9985
Si -0.0346 0.0806 5.3272
Si 2.7168 2.7559 5.3404
Si 0.0383 5.4592 5.317
Si 2.7427 8.1679 5.45
Si 5.4789 -0.0029 5.2895
Si 8.123 2.7463 5.3202
Si 5.4891 5.393 5.3311
Si 8.1987 8.225 5.3083
Si 1.3558 1.4027 6.684
Si 4.1027 4.0796 6.7059
Si 1.3457 6.8263 6.7357
Si 4.1597 9.5401 6.703
Si 6.8078 1.3517 6.7006
Si 9.558 4.0879 6.6384
Si 6.8717 6.7978 6.6327
Si 9.5323 9.5721 6.7079
Si -0.0009 2.7306 8.045
Si 2.7505 0.0278 8.0068
Si 0.0037 8.2159 8.0904
Si 2.7268 5.4682 8.0312
Si 5.4503 2.7033 8.0629
Si 8.2105 0.0356 8.1081
Si 5.5532 8.1739 8.0068
Si 8.2649 5.478 7.9946
Si 1.3331 4.1174 9.3588
Si 4.063 1.3508 9.4247
Si 1.3885 9.6041 9.4067
Si 4.1488 6.8403 9.2955
Si 6.9557 4.0486 9.2857
Si 9.6019 1.3767 9.5011
Si 6.8991 9.4882 9.4446
Si 9.5481 6.8373 9.4558
Si 0.1463 0.0866 10.9216
Si 2.681 2.7915 10.7028
Si -0.0181 5.4157 10.7885
Si 2.7946 8.2161 10.6391
Si 5.4921 -0.0321 10.7261
Si 8.2215 2.7508 10.8282
Si 5.6224 5.4802 10.4921
Si 8.2805 8.198 10.9166
Si 1.3518 1.6518 12.3167
Si 4.3624 4.0433 11.7355
Si 1.5324 6.7489 11.9091
Si 4.1732 9.4503 12.0782
Si 6.8306 1.3266 12.1005
Si 9.4642 4.152 12.2988
Si 6.7908 6.7257 12.0646
Si 9.7016 9.5982 12.3162
Si -0.1891 2.8062 13.8102
Si 3.2346 1.0523 13.6505
Si 0.2486 7.9688 13.4033
Si 3.1085 5.3973 13.0456
Si 5.1863 2.4983 13.3117
Si 8.1407 0.032 13.5825
Si 5.3588 7.9869 13.3816
Si 7.7423 5.2061 13.5662
Si 1.5106 3.9256 15.0679
Si 2.8614 1.3747 15.9281
Si 1.9434 6.9765 15.599
Si 4.1048 6.5713 14.7915
Si 6.5355 3.661 14.9439
Si 9.0265 1.6564 15.0823
Si 6.788 9.3064 14.624
Si 8.7309 6.7928 14.9294
Si 3.5497 5.4819 18.9284
Si 0.6588 -0.4017 19.1925
Si 2.6767 8.2703 18.1105
Si 7.1749 -1.4338 19.0171
Si 4.9089 10.2256 17.0939
Si 3.6984 -5.5854 21.9995
Si 2.7066 1.4473 20.4224
Si -5.2411 18.8147 24.8125
Si 7.9035 -3.7998 17.5128
Si 12.3835 3.4173 18.9339
Si -0.5647 1.4181 22.8165
Si -2.3429 8.3405 25.3222
Si 0.2132 1.1127 17.3932
Si -1.7713 -0.2666 20.814
Si 4.9237 15.9599 24.6957
Si 14.7742 -0.578 21.8986
Si 6.1711 4.7343 27.2856
Si -3.1905 13.8856 29.3033
Si 5.4515 5.3818 16.4039
Si 12.0293 9.6191 23.1573
Si 9.9745 9.0708 27.6666
Si 11.9797 5.0239 29.6643
Si -12.3591 -13.4945 22.5006
Si 7.5908 7.4189 20.2577
Si 5.3616 6.7651 29.316
Si -5.7118 0.0192 24.5809
Si 8.1555 0.511 24.796
Si 1.7763 -1.5515 26.2625
Si 5.2232 -3.2119 21.8987
Si 3.4269 -6.9868 26.787
Si 2.567 -4.1807 27.8743
Si 10.5187 2.6627 28.9886
Si 3.6387 0.9589 26.9724
Si 1.4177 3.448 21.9006
Si 8.6635 0.9342 27.6377
Si 14.9168 11.6746 30.0064
O -0.8128 -9.1172 -4.0961
O -3.1949 1.4401 -2.9968
O 4.2015 2.3843 -1.3771
O 4.7425 1.0152 -6.0431
O -1.4456 6.7836 -0.9058
O 0.1494 12.5503 -1.663
O 2.7958 8.2275 0.8342
O 5.2928 5.5807 -1.3862
O 8.5736 3.2229 0.4156
O 9.8558 -1.5324 -0.1925
O 7.9122 -2.1148 -1.9107
O 4.9149 -1.5228 -6.7485
O -1.9943 10.2457 -4.0026
O 15.2218 11.5654 -3.4106
O 11.6009 3.8012 -3.1875
O 2.1259 4.8293 18.4568
O 1.2797 5.455 15.5934
O 2.5177 3.008 16.0307
O 4.1171 0.7664 16.8235
O 1.2638 8.1645 14.685
O 1.6994 7.4914 17.105
O 3.4679 10.3454 13.2743
O 6.5142 6.5539 16.8405
O 3.9386 4.9186 20.4216
O 3.7875 -1.8145 17.2421
O 13.2262 4.0761 13.6904
O 5.9041 9.9482 15.846
O 7.9766 8.2407 15.0147
O -2.9733 -0.1573 19.7385
O 2.7961 2.4123 19.1292
O -1.1497 1.1273 16.4862
O -3.1181 2.6531 15.4908
O -0.8207 6.9135 14.0329
O 3.3977 7.1109 19.0087
O 4.8728 -6.0462 23.0726
O 8.8264 -3.5787 21.3283
O 12.6455 9.3152 18.9325
O 4.6402 -5.8327 17.7972
O 4.3163 0.2257 23.2313
O 0.4556 -10.6727 23.1644
O 3.8042 -3.9665 22.0814
O 0.4381 2.6615 17.9612
O 2.5815 2.318 21.778
O -4.8085 7.8076 23.262
O 12.3554 11.5677 16.4429
O 2.8351 2.3922 27.0061
O 8.7236 -1.1642 22.1217
O 3.761 4.087 25.2117
O 7.3264 -7.0077 27.9734
O 0.221 2.8482 22.816
O 6.1773 6.1993 28.0019
O 13.0913 4.7694 22.4352
O -2.0966 9.9203 25.0303
O 3.9144 0.4272 20.6276
O -0.5951 -1.0442 19.9929
O 5.8067 10.1401 18.4442
O 7.9744 1.2373 26.2192
O 8.0257 -4.4174 19.0053
O -1.6427 14.3434 29.5576
O 7.8896 8.7161 17.7059
O 11.712 3.6796 20.3974
O 9.6066 1.1687 21.361
O 9.0744 6.5488 16.5209
O 2.4457 -1.2304 22.1905
O -3.872 7.9414 25.6605
O 6.187 6.8701 20.8794
O 9.3965 18.8237 26.6352
O -1.7484 1.4318 23.9094
O 10.3239 8.5106 29.133
O 13.3962 4.543 30.3469
O 2.4651 11.2795 30.2949
O 2.6271 5.2475 27.1405
O 11.801 6.5781 31.9983
O 13.1799 7.9043 26.8331
O 0.1253 -2.3741 22.5576
O 4.6576 -4.2145 25.0731
O 6.6926 11.1999 24.1504
O 8.9813 7.6376 23.9339
O -5.9486 -1.7094 21.4125
O 1.5916 -1.6623 24.6591
O 1.3263 0.6287 20.2526
O 7.0272 -3.1106 32.016
O 2.7079 -0.2949 26.6247
O 0.3965 -1.1815 26.986
O 3.8792 -3.7828 28.7373
O 12.2199 6.4397 28.8996
O 6.2501 -6.1039 25.635
O 4.7928 3.9591 27.6506

Results
free energy: -134612.707 eV
free energy less fixed offsets of O -570.45, Si -639.56 eV per atom: 8.813 eV

Forces (eV/angstrom), in the order of the atoms: element, x, y, z
Si -0.0063 -0.0044 -0.0223
Si 0.0003 0.0034 -0.0196
Si -0.0039 0.0124 -0.0255
Si -0.0005 -0.0045 -0.0011
Si 0.0069 0.0017 -0.0149
Si 0.003 0.0122 -0.0057
Si 0.0009 -0.0007 -0.0057
Si 0.0072 0.0024 -0.0297
Si 0.0018 0.002 0.0042
Si 0 0.0015 0.0023
Si 0.0058 0.0151 -0.0106
Si -0.0009 0.0053 0.003
Si 0.0041 0 0.0049
Si -0.0213 0.0036 -0.0033
Si -0.001 0.0011 -0.0073
Si -0.0035 -0.0019 -0.0108
Si 0.0007 -0.0081 0.0035
Si 0.0013 -0.0036 0.0015
Si 0.0016 0.0007 0.0026
Si 0.0016 -0.0026 -0.0001
Si 0.0021 0.001 -0.001
Si -0.0037 0.0009 0.0035
Si 0.0004 0.0009 0.0011
Si 0.0031 0.0004 0.0042
Si 0.0027 0.0023 0.003
Si -0.0012 -0.0003 0.0006
Si 0.003 0.0013 0.0003
Si -0.0034 0.0037 -0.0006
Si 0.0002 -0.0013 -0.0001
Si 0.0006 0.0001 0.0008
Si 0 0.0001 0.0001
Si -0.002 0.0003 0.0014
Si 0.0009 -0.0018 -0.0004
Si 0.002 -0.0006 -0.0004
Si -0.0012 0 0.001
Si -0.0004 -0.0002 -0.0019
Si -0.0007 0.0016 0.0005
Si -0.0005 -0.0001 -0.0001
Si -0.001 -0.0014 -0.0009
Si 0.0017 -0.0003 0.0003
Si 0.0011 0 -0.001
Si -0.0017 0.0008 0.0004
Si 0.0012 -0.0003 0
Si 0.0002 -0.0007 -0.0009
Si 0.0003 0.0001 0.0003
Si 0.0008 0.0004 0
Si -0.0002 0.0019 0.0005
Si -0.0016 0.0013 0.0006
Si 0.0011 0.0003 0.0014
Si -0.0011 0.0004 0.0001
Si 0.001 0.0003 -0.0007
Si 0.0009 0.0006 -0.0003
Si 0.0004 -0.0008 -0.0001
Si 0.0012 -0.0009 0.0003
Si 0.0014 0.0003 -0.0009
Si -0.0007 -0.0014 0.0002
Si 0.0006 0.0007 0.0004
Si -0.0004 0.0016 0.0014
Si 0.0018 0.0007 0.0009
Si -0.0013 -0.0008 0.0008
Si -0.0001 0.0001 0.001
Si -0.0002 0.0008 0.0003
Si 0.0009 -0.0003 0.001
Si 0.0013 0.0002 0.0014
Si 0.0019 -0.0024 0.0024
Si -0.0045 0.001 -0.0002
Si 0.0035 -0.0042 0.0004
Si 0.0014 -0.0045 0.0055
Si 0.003 -0.0033 0.0006
Si 0.0009 0.0017 0.002
Si 0.0011 -0.0006 -0.001
Si 0.0015 0.0021 0.0006
Si -0.0016 0.0081 0.0016
Si 0.0047 0.0008 -0.0038
Si -0.006 0.0031 0.0049
Si -0.009 0.0091 -0.018
Si -0.0002 0.0017 -0.0035
Si -0.0029 -0.0018 0.0016
Si -0.001 -0.0009 -0.0016
Si 0.0016 -0.0026 0.0021
Si 0.003 0.0008 0.0056
Si -0.0013 0.0068 -0.0076
Si 0.005 0.0087 -0.0208
Si -0.0056 0.0172 -0.0171
Si -0.0028 0.0016 -0.0018
Si -0.0035 -0.0035 0.0041
Si 0.0032 -0.0013 0.0008
Si 0.0042 -0.0008 0.0009
Si -0.0406 -0.0105 -0.0186
Si 0.0057 0.0089 -0.0336
Si 0.0078 -0.0052 -0.0373
Si 0.0032 -0.0008 0.0038
Si -0.0013 0.002 -0.0016
Si -0.0005 0.008 -0.0391
Si 0.0082 -0.0012 -0.0262
Si -0.0012 -0.0076 -0.0276
Si 0.0088 0.0021 -0.0537
Si 0.0029 -0.001 -0.0413
Si -0.0037 -0.006 -0.0416
Si -0.012 0.0084 -0.0381
Si -0.0026 0.0082 -0.0418
Si -0.0111 -0.0008 -0.0493
Si -0.0092 0.0018 -0.0364
Si 0.0019 0.0014 -0.0381
Si -0.0038 -0.0123 -0.055
Si -0.0052 0.001 -0.0444
Si 0.0073 0.0039 -0.0417
Si -0.0028 0.0007 -0.0431
Si -0.0114 -0.004 -0.0405
Si -0.0026 -0.0033 -0.0428
Si -0.0047 0.0058 -0.048
Si -0.0036 0.001 -0.0435
Si -0.0087 -0.0019 -0.0446
Si 0.0057 -0.0051 -0.0293
Si 0.0023 -0.0069 -0.0446
Si -0.0063 0.0053 -0.0425
Si -0.0001 -0.003 -0.0336
Si -0.0021 0.0037 -0.0254
Si -0.0069 0.0031 -0.0484
Si 0.0028 -0.0078 -0.0382
Si -0.0086 -0.0029 -0.0408
Si -0.0037 -0.0057 -0.0431
Si 0.0082 -0.0027 -0.0404
Si 0 0.0011 -0.0433
Si -0.0022 -0.0064 -0.0439
Si 0.0024 -0.0014 -0.0351
Si 0.0001 0.0019 -0.0388
Si -0.0051 0.0002 -0.0317
Si -0.0023 -0.0036 -0.0448
Si 0.0023 -0.0033 -0.0397
Si -0.0036 -0.006 -0.039
Si -0.0029 0.0023 -0.0409
O 0.0049 0.0061 0.0122
O -0.0058 0.0063 0.0203
O -0.0005 0.0045 0.0179
O -0.0063 0.0073 0.0239
O 0.0026 -0.0128 0.014
O 0.0119 -0.0073 0.0247
O 0.0036 -0.0026 0.0028
O 0.0051 -0.0083 0.0241
O 0.0096 -0.0107 0.0018
O 0.0033 0.0039 0.0189
O -0.009 -0.0016 0.01
O -0.003 0.0004 0.0163
O -0.0001 0.0016 0.0175
O 0.0051 -0.004 0.0404
O 0.0004 0.004 0.0136
O -0.0036 -0.002 0.019
O 0.0023 0.0145 0.0075
O 0.0036 -0.004 0.021
O 0.0053 -0.0064 0.0206
O 0.0018 -0.0016 0.0181
O 0.0018 0.0107 0.0255
O 0.0019 -0.0092 0.0235
O 0.0098 0.0141 0.0298
O 0.0023 -0.0017 0.0341
O -0.0058 -0.004 0.0176
O 0.0321 -0.0365 0.0068
O -0.0092 0.005 0.0249
O -0.0035 -0.0024 0.0122
O 0.0057 0.0038 0.0187
O 0.0042 -0.002 0.0186
O 0.0153 -0.0073 0.0354
O 0.001 -0.0036 0.0115
O -0.0011 0.0049 0.0134
O 0.0023 -0.0043 0.0212
O 0.0092 -0.0028 0.0291
O 0.0088 0.0027 0.0275
O -0.0084 0.0069 0.0179
O -0.0189 0.0019 0.0382
O 0.0058 0.0048 0.0304
O 0.0018 -0.0049 0.0163
O 0.0014 -0.0008 0.0172
O 0.0053 0.005 0.0224
O -0.0015 0.0022 0.0195
O 0.0041 -0.0012 0.0289
O -0.0115 -0.007 0.0252
O -0.0001 -0.0027 0.0151
O -0.0008 -0.0054 0.0242
O -0.0033 -0.0057 0.0224
O 0.0039 -0.005 0.0238
O -0.0072 -0.0035 0.0183
O -0.0009 0.0116 0.0275
O 0.0043 0.0034 0.0174
O -0.0004 -0.0009 0.0176
O 0.0051 -0.0059 0.0187
O -0.0098 -0.0046 0.0281
O 0.0123 -0.0036 0.027
O -0.0018 0.0034 0.0263
O 0.0003 0.0055 0.0335
O -0.0039 0.0085 0.0169
O -0.001 0.0032 0.0311
O -0.0008 0 0.028
O 0.0022 0.0073 0.0226
O -0.0013 0.0042 0.0274
O -0.0041 -0.0019 0.0167
O 0.002 0.0007 0.0163
O -0.0087 -0.0004 0.0213
O 0.0044 0.0006 0.0235
O -0.0126 -0.0039 0.0257
O -0.0035 -0.0044 0.0233
O 0.0034 -0.0097 0.0213
O -0.0045 0.003 0.0151
O -0.0035 0.0054 0.0168
O -0.0006 -0.0067 0.0205
O 0.0019 -0.0106 0.0174
O 0.0023 -0.0007 0.016
O -0.0013 -0.0026 0.0179
O -0.0006 0.0007 0.0139
O -0.0039 0.0001 0.0295
O 0.0003 0.002 0.0151
O 0.0031 -0.0016 0.033
O 0.0074 0.004 0.0242
O -0.0011 -0.0054 0.0123
O 0.0035 0.0047 0.019
O -0.0062 0.0003 0.0159
O 0.0112 0.0005 0.0178
O -0.0076 -0.0084 0.0198
O 0.0059 -0.0033 0.023
O 0.0032 0.0031 0.0174

The program warned: the cutoff lies below the one the program advises for these potential files; the forces do not sum to zero within the program's tolerance; empty levels may hold ghost states of the PAW files; the exchange-correlation potential is rough where the density is thin.
